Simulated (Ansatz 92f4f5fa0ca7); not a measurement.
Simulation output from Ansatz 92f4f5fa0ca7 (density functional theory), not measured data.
Periodic cell of 210 atoms, Si128O78P4, from a study of silicon, its oxide and their interface. The atomic structure is a simulated model.
Doubt: the cutoff is far below the 930 eV that the study's wrapper takes by default for these files, so forces and energies are approximate.

Settings
functional: PBE
potential files: Ansatz PAW
basis: plane waves
wave-function cutoff: 580 eV
density cutoff ratio: 5
exchange-correlation grid ratio: 1
k mesh: 1 x 1 x 1, Gamma-centred
self-consistency stop: 5e-08 eV per atom in the density residual
occupations: fixed
spin: none
net charge: 0

Cell vectors (angstrom)
a 10.938 0 0
b 0 10.938 0
c 0 0 31.3333

Atoms: element, x, y, z (angstrom)
P 10.3498 0.5523 23.9063
Si 5.7715 10.6679 23.9207
Si 2.2091 3.0208 23.9004
P 8.693 2.1996 23.9271
Si 0.3251 4.8956 23.8697
Si 4.9137 5.9356 24.0319
Si 3.2187 7.6627 23.8795
Si 7.5826 8.811 23.8354
Si 1.1519 1.3831 25.2384
Si 6.9368 1.3524 25.2185
Si 3.9676 4.0936 25.1814
Si 9.5806 3.9307 25.2306
Si 1.3413 6.7508 25.0619
Si 6.767 6.9334 25.1365
Si 4.0836 9.528 25.1442
Si 9.4423 9.7089 25.1226
Si 2.6841 0.0011 26.4788
Si 8.1757 -0.0045 26.6437
Si -0.0141 2.7485 26.6891
Si 5.4642 2.7504 26.4897
Si 2.6834 5.4899 26.5819
Si 8.1872 5.4761 26.4603
Si -0.0325 8.2256 26.4198
Si 5.442 8.2299 26.5974
Si 4.1018 1.3673 27.9151
Si 9.5708 1.3673 27.9151
Si 1.3673 4.1018 27.9151
Si 6.8362 4.1018 27.9151
Si 4.1018 6.8362 27.9151
Si 9.5708 6.8362 27.9151
Si 1.3673 9.5708 27.9151
Si 6.8362 9.5708 27.9151
Si 0 0 29.2823
Si 5.469 0 29.2823
Si 2.7345 2.7345 29.2823
Si 8.2035 2.7345 29.2823
Si 0 5.469 29.2823
Si 5.469 5.469 29.2823
Si 2.7345 8.2035 29.2823
Si 8.2035 8.2035 29.2823
Si 1.3673 1.3673 30.6496
Si 6.8362 1.3673 30.6496
Si 4.1018 4.1018 30.6496
Si 9.5708 4.1018 30.6496
Si 1.3673 6.8362 30.6496
Si 6.8362 6.8362 30.6496
Si 4.1018 9.5708 30.6496
Si 9.5708 9.5708 30.6496
Si 2.7345 0 0.6835
Si 8.2035 0 0.6835
Si 0 2.7345 0.6835
Si 5.469 2.7345 0.6835
Si 2.7345 5.469 0.6835
Si 8.2035 5.469 0.6835
Si 0 8.2035 0.6835
Si 5.469 8.2035 0.6835
Si 4.1018 1.3673 2.0507
Si 9.5708 1.3673 2.0507
Si 1.3673 4.1018 2.0507
Si 6.8362 4.1018 2.0507
Si 4.1018 6.8362 2.0507
Si 9.5708 6.8362 2.0507
Si 1.3673 9.5708 2.0507
Si 6.8362 9.5708 2.0507
Si 0 0 3.418
Si 5.469 0 3.418
Si 2.7345 2.7345 3.418
Si 8.2035 2.7345 3.418
Si 0 5.469 3.418
Si 5.469 5.469 3.418
Si 2.7345 8.2035 3.418
Si 8.2035 8.2035 3.418
Si 1.4183 1.3467 4.932
Si 6.8727 1.3464 4.729
Si 4.1083 4.0939 4.9052
Si 9.6029 4.0902 4.7239
Si 1.4151 6.7765 4.6756
Si 6.8316 6.81 4.8137
Si 4.105 9.6072 4.7045
Si 9.6394 9.5669 4.8283
Si 2.8877 -0.1177 6.3128
Si 8.2751 0.065 6.1437
Si 0.0322 2.8632 6.219
Si 5.5528 2.6321 6.209
Si 2.7084 5.6 6.2286
Si 8.284 5.4461 6.124
Si 0.2259 8.1904 6.0556
Si 5.351 8.1898 6.0495
Si 4.9158 0.6926 7.5191
Si 9.1321 1.9576 7.4024
Si 0.8781 4.7164 7.5473
Si 7.366 3.64 7.37
P 3.6316 7.3868 7.4293
Si 10.0452 6.5373 7.3127
P 1.9425 8.999 7.447
Si 6.5768 9.8055 7.2492
O 7.0068 4.003 8.9608
O 9.586 1.8033 9.0026
O 5.0542 1.0564 9.1466
O 7.2671 9.1176 8.6106
O 9.4177 7.3564 8.6311
O 1.2625 4.2412 9.1035
O 10.3371 5.3903 22.5578
O 2.8037 2.1342 22.5947
O 2.9915 7.8643 22.2341
O 5.2342 5.5474 22.4535
O 5.0199 0.4609 22.6016
O 7.976 8.2541 22.3268
Si 4.5212 8.2046 14.4861
Si 4.1789 1.6428 21.8347
Si 3.9526 1.4299 15.3223
Si 5.8616 1.2167 10.5551
Si 8.0242 7.8654 9.3281
Si 7.2958 1.5341 14.6673
Si 5.8332 7.8373 19.0685
Si 8.5746 10.5919 18.8744
Si 5.0327 4.5242 21.2181
Si 10.562 2.8458 12.6643
Si 1.1396 5.0237 16.9563
Si 3.2432 8.2968 20.6843
Si 4.6105 9.8773 17.1178
Si 9.3361 4.5045 18.455
Si 8.4351 8.2341 20.773
Si 6.503 4.9936 18.6728
Si 1.01 2.27 15.5089
Si 2.8571 0.061 19.5258
Si 4.6067 3.9902 11.5448
Si 0.3953 9.344 15.8679
Si 9.136 1.0752 10.3869
Si 9.2333 10.4906 14.2157
Si 6.7926 5.1611 10.0897
Si 7.452 2.2531 17.8099
Si 8.7743 5.226 12.5623
Si 0.4111 0.5646 17.9062
Si 2.3901 5.6294 19.718
Si 5.0701 10.8908 13.1544
Si 10.4279 5.7523 20.9727
Si 1.6067 4.4738 10.6829
Si 9.6584 9.2496 11.3304
Si 6.9929 6.472 14.8988
Si 1.861 7.137 14.7169
Si 8.6124 8.5777 16.3585
Si 0.3948 6.8633 11.9487
Si 5.529 3.8552 14.4889
O 9.8119 1.7511 11.7087
O 3.0786 3.8944 11.0373
O 4.2504 8.7576 15.998
O 0.1303 8.4131 11.4732
O 9.9994 0.4062 18.7659
O 0.8731 6.7288 13.5004
O 0.6305 3.6305 11.6617
O 8.6183 9.8047 20.3126
O 9.7128 4.6131 20.0409
O 3.524 10.2671 18.2409
O 3.4081 7.0385 14.2143
O 8.4178 8.3165 10.8375
O 3.6166 4.8235 20.4383
O 4.7757 0.3684 16.2908
O 9.7616 7.2412 20.6723
O 7.4919 1.087 10.4459
O 4.8388 8.2858 20.3025
O 3.9915 1.0413 13.7246
O 5.1128 2.9733 21.712
O 4.4583 9.4119 13.4071
O 2.1341 4.9546 18.2541
O 8.0107 5.4228 18.2288
O 5.2735 5.1893 10.6662
O 6.8074 2.9422 14.0111
O 0.0949 1.6544 16.7218
O 1.6519 8.703 15.1008
O 7.2972 1.7012 16.2842
O 5.981 7.5545 14.2596
O 9.4611 3.9097 13.2296
O 5.3335 0.0434 11.561
O 1.4693 6.0867 10.9931
O 2.651 7.2352 19.5859
O 6.4141 0.3059 14.0257
O 7.7575 4.8242 11.3607
O 9.776 10.5023 10.2941
O 4.7113 4.3131 13.1504
O 1.0755 5.5856 20.6631
O 6.1202 5.1407 15.3296
O 1.343 3.8047 15.9126
O 5.5609 6.3423 18.352
O 2.3823 1.4075 15.6843
O 7.4365 0.8607 18.7311
O 7.0034 6.6074 9.387
O 6.3272 4.7755 20.275
O 8.2277 9.6178 15.1617
O 5.4374 2.6292 11.2334
O 7.2824 7.6553 19.7831
O 10.536 5.0558 17.5014
O 8.8035 1.1255 14.2222
O 6.3023 3.4354 18.0682
O 4.5834 2.9414 15.4734
O -0.2036 10.4482 14.8295
O 1.5899 0.9378 18.9763
O 8.0775 6.0626 13.765
O 3.8185 1.0977 20.3349
O 8.4446 9.4063 17.7471
O 8.9034 2.9782 18.0703
O 2.501 9.7502 20.5282
O 1.5359 6.3217 16.0751
O 9.901 6.1244 11.834
O 7.7338 7.2143 16.165
O 5.7865 9.0778 17.9718
O 0.8351 10.0698 17.2426
O 10.2012 8.1986 16.1918
O 0.4345 2.2489 13.9709
O 9.1937 9.8368 12.7569

Results
free energy: -128753.370 eV
free energy less fixed offsets of O -568.88, P -755.39, Si -635.61 eV per atom: -1.090 eV

Forces (eV/angstrom), in the order of the atoms: element, x, y, z
P -0.0313 0.008 0.0748
Si 0.021 -0.003 0.0126
Si -0.0056 0.0115 0.009
P 0.0344 0.0037 0.0475
Si -0.0028 -0.0432 0.0052
Si 0.015 -0.0287 0.0146
Si -0.0162 0.0193 0.0039
Si -0.0278 0.0207 0.0045
Si 0.0186 -0.0195 -0.0381
Si -0.0266 -0.0063 -0.0365
Si 0.0075 -0.0042 -0.0108
Si -0.0365 0.0321 -0.0243
Si 0.0034 0.0145 0.0083
Si 0.0124 0.0077 0.0031
Si 0.0135 0.0146 0.0013
Si 0.0226 -0.0225 -0.0374
Si 0.0021 -0.0184 0.0078
Si 0.0868 0.0906 -0.0839
Si -0.0578 -0.0581 -0.0959
Si -0.0013 0.0221 0.017
Si -0.0046 -0.0048 -0.0316
Si -0.0208 -0.0059 0.0091
Si 0.0061 0.0015 0.0065
Si -0.0067 -0.0144 -0.0369
Si -0.072 -0.0658 -0.6182
Si -0.1887 -0.2039 0.8154
Si 0.1618 0.3293 0.7323
Si -0.0974 0.1871 -0.4932
Si -0.1477 -0.0203 0.2435
Si -0.0034 0.05 -0.773
Si -0.2057 -0.1486 -0.6019
Si -0.313 -0.1977 0.6287
Si -0.1054 -0.0073 0.0353
Si 0.0287 -0.1043 0.0221
Si 0.0099 0.0686 0.0145
Si 0.0504 -0.0988 0.0247
Si 0.0752 -0.0432 0.0267
Si -0.0328 0.0057 0.0134
Si 0.0166 -0.1056 0.02
Si -0.0748 -0.0096 0.0038
Si 0.0284 -0.0576 -0.021
Si -0.0851 0.1003 0.0138
Si 0.0614 -0.0124 -0.0054
Si -0.0704 0.0767 0.0109
Si -0.0586 0.0463 0.027
Si 0.0238 -0.0106 -0.0194
Si -0.0252 0.0783 0.0184
Si 0.0777 -0.0307 -0.0151
Si -0.0478 -0.0005 0.0206
Si 0.0472 -0.0736 -0.0181
Si 0.0499 -0.0567 -0.0272
Si -0.0059 0.0225 0.013
Si 0.0565 -0.0599 -0.0044
Si -0.0637 0.0082 0.0228
Si -0.0616 0.0686 0.0151
Si 0.0777 -0.1048 -0.0192
Si 0.1039 0.0372 -0.0094
Si -0.0116 0.1282 -0.0242
Si -0.1097 0.0266 -0.0196
Si 0.0044 -0.0527 -0.0251
Si -0.0019 0.1178 -0.0161
Si 0.0454 -0.0205 -0.0207
Si 0.0321 -0.0193 -0.0266
Si -0.0352 0.0762 -0.0163
Si 0.3731 0.2046 0.5285
Si 0.2862 0.2286 -0.5654
Si 0.0612 -0.0516 0.8785
Si 0.1166 0.0118 -0.4572
Si -0.1251 -0.1987 -0.7218
Si -0.0694 -0.2974 0.4454
Si 0.1362 0.1182 -0.582
Si 0.1006 0.0572 0.5298
Si -0.0102 -0.0086 -0.0064
Si 0.0047 0.0189 0.0221
Si 0.0186 0.0025 -0.0072
Si -0.0026 -0.0081 0.0311
Si 0.0717 0.0798 0.0626
Si 0.0022 -0.046 -0.016
Si -0.1204 -0.1053 0.0911
Si -0.0019 0.0286 -0.0193
Si -0.011 0.0124 0.034
Si -0.0075 -0.0168 0.0082
Si 0.0032 0.0134 0.0019
Si -0.014 -0.0169 0.0066
Si 0.0221 -0.0321 0.0454
Si 0.0023 0.0197 0.0174
Si -0.0175 -0.0094 0.0844
Si 0.0085 0.0194 0.0559
Si 0.0351 -0.0362 -0.0077
Si 0.016 -0.0217 -0.0061
Si -0.0208 0.0322 -0.0073
Si -0.0086 0.0316 -0.0148
P -0.0268 0.0059 -0.0663
Si 0.0114 -0.0116 -0.0163
P 0.0297 -0.0027 -0.08
Si -0.0175 0.0185 -0.0078
O -0.0002 -0.0026 0.0058
O -0.0033 0.0035 0.0053
O -0.0031 0.0141 0.0091
O -0.0099 -0.002 -0.0079
O 0.0132 0.0051 -0.0102
O 0.0084 -0.0034 -0.0077
O 0.0071 -0.0014 0.0163
O -0.0207 0.0052 0.0167
O 0.0007 -0.0021 -0.0042
O -0.0014 0.0034 -0.0029
O 0.0033 0.0027 0.0024
O 0.0066 -0.0038 0.0074
Si -0.0005 0.0005 -0.0005
Si 0.0111 -0.0073 0.0118
Si -0.0007 0.0004 -0.0012
Si -0.0033 -0.0059 -0.013
Si 0.0075 -0.0001 -0.0122
Si 0.0001 -0.002 0.0002
Si 0.0011 -0.0006 0.0019
Si -0.0035 -0.0089 -0.0069
Si -0.0072 -0.0034 0.0025
Si -0.0008 0.0002 -0.0026
Si 0.0003 0.0001 -0.0011
Si 0.0052 0.0013 -0.0031
Si 0.0006 0.0017 -0.0011
Si -0.0009 0.0003 -0.0002
Si -0.0046 0.0009 0.008
Si -0.0012 -0.0005 -0.0004
Si 0.0007 0.0009 -0.0004
Si 0.004 0.0024 -0.0025
Si 0.0063 -0.0089 0.0069
Si 0.0009 0.0001 -0.001
Si -0.0066 -0.0015 0.0027
Si -0.0005 0.0005 -0.0018
Si 0.0133 -0.0016 -0.0006
Si -0.0006 -0.0008 -0.0005
Si 0 -0.001 -0.0048
Si -0.0005 0 -0.0023
Si 0.0005 -0.0039 0.0059
Si 0.0008 0.0003 -0.0023
Si 0.0064 0.0063 -0.0045
Si -0.0061 -0.0053 -0.001
Si -0.012 -0.0044 0.0027
Si 0.0005 0.0007 -0.0006
Si 0.0003 -0.0008 -0.0008
Si -0.0006 0.0015 0.0003
Si -0.0059 -0.0072 0.0087
Si -0.0015 0.0003 -0.0001
O 0.0028 0.0019 0.0007
O 0.0021 0.0024 0.0009
O -0.0001 -0.0007 -0.0001
O 0.0067 0.0038 -0.0118
O 0.0043 0.002 0.0014
O -0.0018 0.0014 -0.0025
O 0.0006 -0.0027 0.0023
O 0.0049 0.0048 0.0011
O -0.0033 -0.0049 0.0011
O -0.0007 0.0012 0.0005
O 0.0005 0.0005 -0.0009
O 0.0042 0.0038 0.0036
O 0.0012 0.0029 -0.0026
O 0.0007 -0.0006 0
O 0.0047 -0.0045 -0.0033
O 0.0056 0.0038 0.0033
O -0.0026 -0.0028 -0.0031
O -0.0008 0.0006 0.001
O 0.0064 0.005 -0.0075
O -0.0003 -0.0001 -0.0018
O -0.0001 0.0006 -0.0008
O 0.0004 -0.0006 0.0001
O -0.01 0.005 -0.0093
O 0 0.0011 -0.0006
O -0.0007 -0.0005 0.0009
O 0.0001 0.0002 -0.0007
O -0.0003 0.0003 -0.0007
O 0.0008 -0.0007 -0.0009
O -0.0004 -0.0002 -0.0005
O -0.0027 -0.0013 0.0005
O 0.0066 0.008 -0.0045
O -0.0008 0.0006 -0.0011
O 0.0006 0.0009 0
O -0.0006 0.0005 0.0023
O 0.0096 -0.0025 -0.0089
O 0.0001 -0.0005 -0.0009
O -0.0072 0.0024 -0.0023
O -0.0003 -0.0007 -0.0005
O 0.0002 -0.0003 -0.0016
O -0.0001 0.0002 0.0007
O -0.0001 0.0002 -0.0004
O -0.0013 0.0024 -0.0009
O -0.0103 -0.0023 0.005
O 0.0041 0.0005 -0.0001
O 0.001 -0.0004 -0.0013
O -0.0036 0.0073 0.0055
O -0.0021 -0.0041 -0.005
O 0 -0.0001 -0.0007
O 0.0006 0.0007 -0.0003
O 0.0005 0.001 0.0003
O 0.0011 0.0001 -0.0009
O 0.0002 -0.0002 -0.0006
O -0.0017 0 0.001
O -0.0007 0.0003 0.0011
O -0.0023 -0.0018 -0.0068
O 0.0005 0.002 -0.0008
O 0.0016 0.0017 0.0002
O -0.0062 0.002 0.0047
O -0.0001 0.0012 0.0001
O 0.0016 0.0005 0.0032
O 0.0003 0 -0.0003
O -0.0008 -0.0006 -0.0016
O 0.0005 0.0006 0.002
O 0.0002 -0.0003 -0.0003
O 0.0004 -0.0008 -0.0009
O 0.0005 0.0017 0.0003

The program warned: the cutoff lies below the one the program advises for these potential files; the forces do not sum to zero within the program's tolerance; the exchange-correlation potential is rough where the density is thin.
